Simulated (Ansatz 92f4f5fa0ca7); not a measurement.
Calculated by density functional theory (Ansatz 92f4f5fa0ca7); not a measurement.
Periodic cell of 236 atoms, Si145O89P2, from a study of silicon, its oxide and their interface. The atomic structure is a simulated model.

Settings: functional PBE; potential files Ansatz PAW; basis plane waves; wave-function cutoff 700 eV; density cutoff ratio 5; exchange-correlation grid ratio 1; k mesh 2 x 2 x 1, shifted by 0.5 0.5 0.5 of a step; self-consistency stop 5e-08 eV per atom in the density residual; occupations fixed; spin none; net charge 0.

Cell vectors (angstrom)
a 11.6015 0 0
b 0 10.938 0
c 0 0 32.0622

Atoms and the computed forces on them: element, x, y, z (angstrom), force x, y, z (eV/angstrom)
Si -0.2159 -0.059 23.2614 0 -0.0498 -0.0087
Si 3.6558 0.2104 23.2927 -0.0358 -0.0445 -0.0062
Si 7.5247 -0.117 23.445 0.0364 -0.0618 -0.0561
Si 1.6539 1.4042 23.4126 -0.041 0.035 -0.0362
Si 5.7134 1.4335 23.2405 0.0639 0.0614 -0.0006
Si 9.4253 1.2306 23.3424 -0.027 0.0522 -0.0322
Si 0.1542 5.3485 23.4243 -0.0804 -0.0297 -0.0254
Si 4.0991 5.3403 23.441 -0.019 -0.0066 -0.0658
Si 8.0322 5.6068 23.5425 0.0448 -0.0589 0.0093
Si 2.1522 6.6407 23.3273 0.0026 0.0574 0.0092
Si 5.9612 6.7775 23.5097 -0.0842 0.0338 -0.0203
Si 9.9854 6.8886 23.5907 0.0134 0.0216 -0.0697
Si 1.8658 2.7083 25.3706 0.0063 -0.0547 -0.003
Si 5.811 2.6826 25.286 0.0521 -0.07 -0.0165
Si 9.6236 2.7068 25.2416 0.0147 -0.0924 -0.0213
Si 11.5748 4.0611 25.3758 0.0151 0.0617 -0.0073
Si 3.8671 3.9962 25.3443 -0.0032 0.0569 0.0206
Si 7.7303 4.1021 25.3444 -0.017 0.0811 -0.0062
Si 1.9591 8.1673 25.1907 -0.0103 -0.0879 0.0051
Si 5.7865 8.1771 25.3946 -0.012 -0.0753 -0.0118
Si 9.7083 8.2795 25.4306 0.0118 -0.0599 0.0031
Si 11.6311 9.5802 25.2588 0.0414 0.0656 -0.0128
Si 3.8647 9.5899 25.1725 0.0233 0.0913 0.004
Si 7.6907 9.5395 25.4068 -0.013 0.0507 -0.0136
Si 11.6422 0.0045 27.2032 -0.0184 -0.0539 0.0102
Si 3.8904 -0.0342 27.176 -0.0224 -0.0418 0.0134
Si 7.7584 0.0029 27.2823 -0.0159 -0.0336 0.0004
Si 1.9701 1.3351 27.2655 -0.0119 0.0466 -0.0036
Si 5.8219 1.3345 27.2249 -0.0206 0.0451 0.0104
Si 9.6937 1.353 27.1961 -0.0201 0.0391 0.0176
Si 11.5777 5.4902 27.2465 0.0171 -0.0494 0.0106
Si 3.8346 5.4371 27.232 -0.0025 -0.0353 0.0006
Si 7.7115 5.4689 27.2687 0.0164 -0.0426 0.0017
Si 1.9247 6.8385 27.1785 0.0253 0.0447 0.0103
Si 5.758 6.8005 27.29 0.0023 0.0439 0.0009
Si 9.6452 6.834 27.2862 -0.0041 0.0337 -0.009
Si 1.9376 2.7305 29.1724 0.0055 -0.03 0.0077
Si 5.793 2.7221 29.152 -0.0029 -0.0279 0.0034
Si 9.6798 2.7284 29.1442 0.0022 -0.0319 0.0013
Si 0.007 4.1037 29.1639 -0.0055 0.0287 0.0085
Si 3.861 4.0921 29.1731 -0.0013 0.0274 0.0035
Si 7.7327 4.0826 29.1758 0.0003 0.0257 0.0058
Si 1.9334 8.1922 29.1386 0.0024 -0.0293 0.0097
Si 5.79 8.2016 29.1833 -0.0086 -0.023 0.0059
Si 9.6698 8.215 29.1906 -0.0002 -0.0253 0.006
Si 0.0061 9.5722 29.1461 0.0048 0.0283 0.0079
Si 3.8637 9.5679 29.1453 -0.0002 0.0224 -0.0001
Si 7.7315 9.5578 29.188 0.0042 0.0259 0.0034
Si 0 0 31.0965 0.0321 -0.0349 -0.085
Si 3.8672 0 31.0965 -0.0159 -0.0067 -0.1017
Si 7.7343 0 31.0965 -0.0267 0.031 0.1186
Si 1.9336 1.3673 31.0965 -0.0213 -0.0184 0.0706
Si 5.8008 1.3673 31.0965 0.004 0.0375 -0.0647
Si 9.6679 1.3673 31.0965 0.02 -0.0192 -0.0882
Si 0 5.469 31.0965 0.0146 -0.049 0.0135
Si 3.8672 5.469 31.0965 0.0163 0.0056 0.0333
Si 7.7343 5.469 31.0965 -0.0042 -0.0578 0.0245
Si 1.9336 6.8362 31.0965 -0.004 0.0359 -0.1286
Si 5.8008 6.8362 31.0965 -0.0216 -0.0176 0.1249
Si 9.6679 6.8362 31.0965 0.0407 -0.0673 0.1488
Si 1.9336 2.7345 0.9679 0.0403 0.0161 0.0555
Si 5.8008 2.7345 0.9679 -0.0294 0.0047 -0.1932
Si 9.6679 2.7345 0.9679 0.021 0.0104 0.0508
Si 0 4.1018 0.9679 -0.096 0.03 -0.109
Si 3.8672 4.1018 0.9679 0.0368 0.0389 0.0444
Si 7.7343 4.1018 0.9679 0.0778 0.0779 0.0502
Si 1.9336 8.2035 0.9679 0.0183 -0.0024 -0.0724
Si 5.8008 8.2035 0.9679 0.0257 0.0319 -0.074
Si 9.6679 8.2035 0.9679 -0.0275 0.05 0.0841
Si 0 9.5708 0.9679 -0.0106 0.057 0.0041
Si 3.8672 9.5708 0.9679 -0.0076 0.0224 0.0605
Si 7.7343 9.5708 0.9679 0.0556 -0.0243 0.0072
Si 11.6191 0.0219 2.8954 0.0112 -0.0514 -0.0147
Si 3.8707 0.0009 2.9171 -0.0176 -0.0524 -0.0044
Si 7.7558 0.0034 2.8952 0.004 -0.0442 0.0032
Si 1.9497 1.382 2.9113 -0.0189 0.04 0.0036
Si 5.8254 1.3416 2.8557 0.0052 0.0493 -0.0068
Si 9.6708 1.3732 2.9166 -0.0226 0.0507 -0.0122
Si 11.5783 5.4929 2.8712 -0.0162 -0.0502 0.0008
Si 3.8928 5.4804 2.9038 0.0143 -0.0392 -0.0088
Si 7.7548 5.4975 2.8911 0.0076 -0.0485 -0.0067
Si 1.9301 6.8046 2.8708 -0.009 0.0508 -0.0002
Si 5.8263 6.8431 2.8872 -0.0154 0.0402 0.0059
Si 9.6717 6.8899 2.9409 -0.0021 0.0314 -0.0009
Si 1.9364 2.8121 4.8083 0.0097 -0.0477 -0.0003
Si 5.8555 2.7062 4.7552 0.0373 -0.0851 0.0232
Si 9.6202 2.7686 4.8429 -0.0048 -0.0804 0.0025
Si 11.5614 4.1048 4.7665 0.001 0.07 -0.008
Si 3.9383 4.0791 4.812 0.0246 0.0669 0.0118
Si 7.7401 4.1815 4.8461 0.0052 0.0897 0.0167
Si 1.9118 8.1372 4.8028 -0.0091 -0.0656 0.0152
Si 5.8377 8.2345 4.7929 0.0489 -0.054 -0.0094
Si 9.6805 8.3061 4.8829 -0.0009 -0.0891 -0.0108
Si 11.6535 9.6353 4.8492 0.044 0.0934 0.0128
Si 3.8463 9.4649 4.7893 -0.0314 0.0695 -0.0045
Si 7.7459 9.6655 4.8848 -0.0039 0.0568 0.0099
Si 11.6399 0.1971 6.7351 0.0107 -0.0507 -0.0064
Si 3.7804 -0.0783 6.6542 -0.044 0.0171 0.0848
Si 7.7435 0.0462 6.9124 0.0345 -0.0484 -0.0034
Si 2.0789 1.4852 6.743 0.0452 0.0195 0
Si 5.738 1.2575 6.6333 -0.1289 0.0582 -0.0114
Si 9.6965 1.4929 6.8511 -0.0198 0.0035 0.0623
Si 11.5538 5.4741 6.6697 -0.0395 -0.041 0.056
Si 4.0028 5.4068 6.7783 0.0639 -0.0208 0.0459
Si 7.7691 5.6174 6.7909 -0.018 -0.0902 -0.0106
Si 1.9987 6.6193 6.64 -0.0385 0.0748 -0.0054
Si 5.8428 6.9343 6.7472 -0.0659 0.0405 0.0558
Si 9.7766 7.0006 6.8672 0.008 0.0419 0.044
O 10.0303 7.9236 8.2581 -0.011 0.0149 -0.027
O 7.6765 9.9119 8.2091 -0.0165 -0.0151 -0.0169
O 7.4985 4.5775 8.0695 0.0407 -0.0072 0.0101
O 3.3769 10.304 8.1933 0.0534 -0.043 0.0257
O 2.0537 7.4894 8.0389 -0.0051 0.0104 0.007
O 4.0223 4.5604 8.235 -0.0035 -0.0113 -0.0394
O 9.908 2.3896 8.2514 -0.011 0.046 -0.0045
O 2.6295 2.3144 8.1175 -0.0056 0.0184 -0.0255
O 11.4192 4.5719 8.0543 0.0094 -0.0252 -0.0103
O 5.3765 2.3286 7.8448 -0.0082 0.0127 -0.005
O 5.8397 7.946 8.0786 0.0214 0.0204 -0.0151
O 11.4301 10.2159 8.0839 0.0217 -0.0318 -0.0032
O 11.2314 10.0892 21.7809 0.0046 -0.0103 0.0369
O 3.2063 10.5033 21.8131 0.0717 -0.0346 -0.0197
O 5.721 7.7999 22.2167 0.0492 0.0315 0.005
O 4.2003 4.4896 21.9996 0.0302 -0.0343 -0.0009
O 7.6183 9.7209 22.1717 -0.0408 -0.0096 0.0151
O 10.1859 7.7075 22.1605 0.0057 0.0446 -0.0101
O 1.5903 2.3419 22.037 -0.0312 0.0291 -0.0073
O 5.9133 2.4718 21.9331 -0.0314 0.0087 0.0216
O 8.5166 4.7286 22.2066 -0.0444 -0.0157 -0.0243
O -0.086 4.4115 22.0535 0.0388 -0.0137 0.0146
O 2.3841 7.4232 21.8826 -0.0256 0.0117 -0.0047
O 9.1217 1.8408 21.8256 0.039 0.0202 -0.0206
Si 1.9311 7.7288 9.6189 0.0092 -0.0009 -0.0056
P 4.8547 0.5798 17.9487 -0.0259 0.0034 0.044
Si 2.453 5.3447 13.9764 0.0063 -0.0039 0.0056
Si 10.5035 3.7803 14.0619 -0.002 -0.0097 0.0041
Si 8.1644 2.2898 15.2166 -0.004 -0.0054 0.0112
Si 9.5029 2.2041 20.2872 -0.0033 -0.0008 0.001
Si 10.5837 3.638 9.0838 -0.0005 0.0021 -0.0094
Si 0.1221 2.3371 11.5525 0.0007 0.0032 -0.0005
Si 10.9533 8.1294 15.386 0.0032 0.0077 0.0076
Si 5.151 6.827 13.859 -0.0059 0.0287 0.0159
Si 5.778 2.5798 11.1091 -0.003 -0.005 0.0047
Si 8.5361 7.6496 19.3697 -0.0088 -0.0011 -0.0055
Si 8.1323 4.8465 20.6289 -0.0063 -0.0036 0.0109
P 6.0043 9.5569 14.9781 -0.0123 -0.0162 -0.0062
Si 2.0717 7.7154 20.3115 0.0148 0.0193 -0.013
Si 1.9151 4.9573 18.7895 0.0045 -0.0025 -0.0039
Si 4.4976 3.5182 18.0783 -0.009 -0.0181 -0.0205
Si 8.3953 8.9067 16.7455 -0.0091 -0.0051 -0.0033
Si 0.8208 9.4541 13.2821 0.0109 0.0036 0.0109
Si 10.0095 10.6664 11.5938 -0.0086 0.0029 0.0047
Si 5.3505 3.7677 21.0876 -0.0072 0.0193 -0.0065
Si 0.5392 5.4557 16.2337 0.0007 -0.0023 0.0091
Si 10.8343 9.0959 9.0869 0.0174 0.0144 0.0024
Si 6.5166 8.881 21.2993 -0.0158 0.0054 0.0002
Si 7.0989 7.027 11.3916 -0.004 0.0005 0.0089
Si 2.7044 0.6987 12.2097 0.0059 -0.0064 0.0066
Si 10.8088 8.6929 21.0257 -0.0096 -0.0255 -0.0038
Si 5.9737 4.2758 15.6018 0.004 -0.0032 0.0085
Si 7.1359 0.3824 12.8588 -0.0045 -0.0021 0.0072
Si 4.0717 2.9574 8.597 0.0107 -0.0096 0.0043
Si 0.8496 6.7077 11.9025 0.0076 -0.0019 -0.0075
Si 6.5867 9.0246 9.0605 -0.0091 0.0121 0.0042
Si 0.6382 3.2817 21.1066 0.0035 -0.0214 0.0029
Si 9.7587 6.4785 12.8929 -0.002 -0.0016 0.0016
Si 7.7587 4.4609 9.6736 -0.0009 -0.0099 0.0023
Si 3.891 10.1557 20.3792 -0.0033 -0.0101 0.0099
Si 4.2612 2.9727 13.5173 -0.0035 -0.0022 0.0105
Si 3.8616 9.9678 9.7217 -0.0029 -0.0021 -0.0157
Si 7.8815 0.7885 18.041 -0.0184 0.0026 -0.0021
O 11.4832 3.1391 12.9396 -0.0135 -0.0022 -0.0126
O 9.3754 4.4183 9.8718 -0.0102 -0.0087 -0.021
O 8.7208 3.5607 19.843 0.0004 -0.008 0.0182
O 3.914 0.4663 19.3201 0.0269 -0.0038 -0.0281
O 11.2426 4.4202 15.3626 -0.0003 0.0097 -0.0059
O 9.8918 9.7842 10.2227 0.0204 0.0064 0.0065
O 3.8172 1.4485 13.1468 -0.0129 0.0222 -0.0209
O 0.5691 9.0734 14.8484 -0.0209 -0.0189 -0.0208
O 6.3438 1.1071 18.5552 0.0357 -0.0313 -0.0204
O 4.7614 3.3056 19.6615 -0.0034 0.0133 0.0227
O 6.2531 1.1218 11.6954 0.0144 0.0127 0.0174
O 0.5574 8.5741 9.8735 -0.001 -0.007 -0.0137
O 5.6525 4.3059 17.2128 -0.0096 -0.0163 -0.0231
O 8.3724 7.0862 12.3714 -0.0042 -0.0175 -0.017
O 4.4202 2.6412 10.1678 0.0181 0.0117 -0.0019
O 2.0232 5.5058 15.5374 -0.0246 -0.0071 -0.0295
O 3.3754 0.0251 10.8959 -0.0031 -0.0067 0.0107
O 5.8047 6.9988 12.3767 0.0095 0.001 0.0046
O 2.3007 6.4367 19.3438 -0.0173 -0.0069 0.0136
O 0.6393 4.9584 17.7783 0.0181 0.0007 -0.0073
O 8.5343 10.818 12.2253 0.0069 0.0118 -0.0021
O 5.4799 10.0436 9.6746 0.0028 -0.0272 -0.0149
O 0.5138 8.1531 20.2255 0.0199 -0.0052 0.0259
O 9.6469 2.5146 14.613 -0.0152 0.0133 0.0007
O 1.9954 10.5619 13.1985 -0.0166 0.001 -0.0237
O 9.9102 9.0886 16.178 -0.0122 -0.0246 -0.0027
O 6.3921 9.9622 13.4178 0.0154 0.0239 -0.0005
O 7.3454 1.3609 14.1531 0.0085 -0.0006 -0.0141
O 1.6191 3.9906 20.0452 -0.0089 0.0131 -0.0071
O 5.8447 5.7204 14.851 -0.0144 -0.0169 -0.0019
O 7.391 8.7534 15.4559 0.0286 0.009 0.0335
O 1.6129 1.731 11.6227 -0.0063 -0.01 0.0143
O 7.2147 8.2806 10.3588 -0.0068 -0.0104 -0.0161
O 4.2756 2.0091 17.4471 0.0081 0.037 0.0023
O 7.065 3.1222 10.2769 -0.0111 0.012 -0.0022
O 11.5194 6.9568 16.3524 0.0045 -0.0028 -0.0301
O 7.9649 10.1524 17.6801 0.0077 0.0056 -0.0142
O 3.2809 8.4926 10.1045 -0.0126 0.0083 -0.0103
O 7.4955 3.7658 15.3734 -0.0235 -0.0181 -0.003
O 3.1533 4.392 17.9168 0.0011 -0.0074 0.0276
O 2.9019 3.8454 13.5691 0.0157 0.0184 0.0033
O 1.3387 8.1494 12.4752 -0.0253 -0.0071 -0.002
O 1.1431 5.6197 13.0627 0.0185 0.0181 -0.0044
O 5.0914 8.2639 14.6481 0.0069 -0.0337 -0.0139
O 11.1262 2.419 20.2661 -0.0078 0.0182 0.0209
O 11.0076 9.9701 12.6667 0.0097 0.0031 -0.0157
O 5.3536 3.4979 12.4033 -0.0124 -0.0317 0.003
O 4.9662 3.1487 14.9685 0.0105 0.0276 -0.0246
O 6.4984 4.865 20.6666 0.0051 -0.0249 -0.0031
O 8.244 1.6141 16.688 -0.0116 -0.003 0.0009
O 10.5776 1.2149 11.2818 0.0108 -0.0133 0.0139
O 10.8413 6.6171 11.6691 -0.0042 -0.0052 0.0289
O 3.0863 8.8773 19.7701 -0.0148 0.0019 0.0256
O 1.7135 6.3939 10.5452 -0.0142 0.0204 0.0187
O 7.1383 8.116 20.0314 0.0232 0.0014 0.004
O 8.376 7.6054 17.7433 0.0061 0.0187 0.0104
O 3.6083 6.4097 13.6095 -0.0167 -0.0301 0.0104
O 9.5711 4.9255 13.3564 0.0287 0.0091 0.0042
O 5.4634 9.9256 20.6773 -0.0137 -0.0255 -0.0029
O 10.215 7.4 14.1402 0.0136 -0.0066 -0.0038
O 8.8014 6.1322 19.8968 -0.0093 0.0044 0.0069
O 7.0897 5.6977 10.4653 0.0187 0.0027 -0.0036
O 8.9802 1.086 19.2188 -0.0079 0.0131 0.0016
O 11.6758 3.2658 10.2211 -0.0147 -0.0108 0.0146
O 9.6828 8.7254 19.8393 -0.0218 -0.0143 0.0004

Results
free energy: -144319.692 eV
free energy less fixed offsets of O -569.03, P -756.45, Si -635.61 eV per atom: 0.328 eV

The program warned: the cutoff lies below the one the program advises for these potential files; the exchange-correlation potential is rough where the density is thin.
